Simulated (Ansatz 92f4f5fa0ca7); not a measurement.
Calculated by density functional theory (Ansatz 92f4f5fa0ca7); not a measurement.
Periodic cell of 180 atoms, Si99O81, from a study of silicon, its oxide and their interface. The atomic structure is a simulated model.

Settings: functional PBE; potential files Ansatz PAW; basis plane waves; wave-function cutoff 700 eV; density cutoff ratio 5; exchange-correlation grid ratio 2; k mesh 2 x 2 x 1, shifted by 0.5 0.5 0.5 of a step; self-consistency stop 5e-08 eV per atom in the density residual; occupations Fermi-Dirac, 0.05 eV; spin none; net charge 0.

Cell vectors (angstrom)
a	11.5983	0	0
b	0	11.5983	0
c	2.813	-0.268	23.753

Atoms and the computed forces on them: element, x, y, z (angstrom), force x, y, z (eV/angstrom)
Si	-1.6044	6.7499	-0.6113	0.1139	-0.3232	-0.2225
Si	7.6206	1.0911	-0.9132	0.0274	0.0335	-0.1793
Si	8.5545	5.0717	1.4746	0.3885	0.2201	0.1029
Si	2.7928	8.4519	0.1702	0.0152	0.1136	-0.3024
Si	1.5584	1.1522	-2.5945	0.1749	0.0739	-0.3185
Si	2.295	5.602	0.9214	-0.1863	0.3575	-0.4304
Si	6.5735	7.9839	0.4101	-0.2236	0.6445	-0.1404
Si	3.6611	2.9349	-2.0188	-0.1063	0.0292	-0.6153
Si	9.2014	10.4009	-2.3395	-0.0537	-0.0004	-0.2173
Si	0.8808	9.1347	1.3801	0.4817	-0.1745	-0.0186
Si	1.7466	2.7629	0.0585	-0.0942	-0.1772	0.0367
Si	8.5617	8.8003	1.5342	-0.2216	0.1842	0.1123
Si	4.7182	8.7015	1.6119	-0.0382	-0.0833	-0.1342
Si	5.8534	0.9805	1.5092	0.053	0.0912	-0.4735
Si	6.5131	5.5898	0.4402	-0.3602	-0.5412	-0.5047
Si	10.4717	8.8598	0.1759	-0.4214	0.6048	-0.1574
Si	8.1705	1.1173	1.8512	0.4607	-0.1764	-0.129
Si	4.5957	4.963	1.671	-0.1065	0.2397	-0.0051
Si	1.0745	-0.5091	2.757	0.0034	0.1124	0.1263
Si	1.2333	1.9691	2.3996	-0.0576	0.0276	0.1988
Si	1.1304	7.0012	2.6274	-0.0741	-0.1036	-0.1242
Si	4.9771	-0.8661	2.8065	-0.1793	-0.0765	-0.0004
Si	5.0085	2.8884	2.7516	-0.0447	0.0654	0.2176
Si	4.8275	6.8565	3.0757	0.1392	-0.1404	0.1988
Si	8.6729	-0.8885	2.9277	0.0031	-0.108	0.0197
Si	8.7927	3.1122	2.8301	-0.1624	-0.066	0.1741
Si	8.6999	6.8993	2.9126	0.0666	-0.0014	0.2086
Si	-0.8613	-0.8647	4.0619	-0.1474	-0.0252	0.0192
Si	-0.687	2.8261	3.8067	0.0745	-0.081	-0.0649
Si	-0.8187	6.7532	3.9724	-0.0176	-0.0275	-0.1691
Si	2.9685	-0.8229	4.1501	0.207	-0.1013	0.1614
Si	2.985	2.7212	4.0223	0.1525	0.1119	0.1657
Si	2.8357	6.8314	4.2709	0.129	0.1037	0.1973
Si	6.8071	-0.9876	4.3457	0.1587	0.2074	0.115
Si	6.8769	3.0308	4.3183	-0.0989	-0.1158	0.0634
Si	6.8444	6.8876	4.3647	-0.1335	-0.0336	-0.0373
Si	-0.9087	8.715	5.2627	0.2333	-0.0023	0.1174
Si	-0.8778	1.06	5.4016	0.0751	-0.0022	0.1021
Si	10.8536	4.761	5.2147	0.0466	-0.0287	-0.0387
Si	2.925	8.8054	5.5149	0.154	-0.0019	-0.1247
Si	3.0363	0.9936	5.6841	-0.3168	0.0864	-0.021
Si	2.9553	4.7774	5.5028	-0.0048	-0.2504	-0.1765
Si	6.8334	8.7558	5.8036	0.0733	-0.0525	0.0465
Si	6.8769	0.9601	5.6974	0.0151	0.1573	-0.0543
Si	6.9105	4.9661	5.7106	-0.0207	-0.0043	-0.0284
Si	0.9154	8.7625	6.7071	-0.0454	-0.0984	0.0473
Si	0.9454	1.0395	6.9365	0.1001	-0.0258	-0.0214
Si	0.9712	4.7952	6.8021	0.1052	0.1616	0.1325
Si	4.7722	8.7506	6.9968	-0.1003	0.0314	-0.2703
Si	4.953	0.9062	7.1229	-0.0117	-0.0243	-0.1415
Si	4.9192	4.9464	6.9944	-0.0572	0.0369	-0.2948
Si	8.9722	8.7234	6.9129	0.0617	0.0175	-0.0833
Si	8.925	1.0081	6.954	0.1082	-0.097	0.0094
Si	9.0422	4.8175	6.7828	0.0579	-0.1348	-0.2205
Si	2.2484	-1.6708	9.5379	0.0075	0.6003	0.2753
Si	0.2976	2.9969	8.2114	0.2201	-0.0129	0.0164
Si	12.1793	6.8113	8.0415	0.1929	0.0654	-0.0823
Si	4.4237	-1.0679	8.4707	-0.0173	-0.006	0.1075
Si	2.5812	3.0831	10.0795	0.0202	-0.0356	-0.2067
Si	4.5025	6.8873	8.3827	-0.1724	-0.0452	-0.0386
Si	9.5611	-0.966	8.2145	0.0082	0.0467	-0.0993
Si	9.457	2.9539	8.2259	-0.4491	-0.0538	0.0342
Si	8.2122	7.2207	10.6672	0.0796	-0.0122	0.2161
Si	5.8597	9.7153	10.1754	-0.1556	0.2481	-0.0678
Si	7.235	3.049	10.5845	0.0654	0.0117	-0.2062
Si	9.7225	6.7245	8.0214	0.0336	0.0943	0.0004
Si	12.0677	10.603	8.1032	-0.1934	0.0765	-0.0255
Si	4.9646	2.9661	8.2645	-0.164	-0.091	-0.0049
Si	15.8443	7.281	19.2392	0.0447	-0.1254	-0.1237
Si	8.2557	-1.4095	10.1842	0.1654	0.0607	0.1475
Si	5.4837	-0.8357	12.2495	0.2898	0.0782	0.0425
Si	7.8695	5.2039	12.6761	0.1344	-0.1463	0.78
Si	6.0605	7.7094	16.9963	-0.0724	-0.1539	0.1245
Si	13.7729	1.4866	14.4094	0.0029	0.0233	0.2271
Si	11.1168	5.4171	16.7414	-0.0552	0.025	0.0837
Si	7.4988	0.4286	12.3932	-0.4232	-0.2695	0.2476
Si	13.3166	3.3766	16.4977	0.0346	0.0458	0.1752
Si	2.358	7.4608	9.5766	-0.0721	-0.5899	0.2773
Si	5.1178	9.7031	14.9628	-0.0176	-0.0414	0.2231
Si	3.9208	2.1266	18.3786	-0.0356	0.1594	-0.0864
Si	13.9608	10.3007	15.9888	-0.0371	0.0292	0.1562
Si	14.2709	0.4255	11.7755	-0.0848	-0.0328	0.2613
Si	9.4641	3.4379	21.5807	0.0522	-0.0593	-0.3102
Si	13.6748	5.7002	20.3473	0.0123	-0.0783	-0.3791
Si	3.6585	4.1514	14.4937	0.0215	-0.104	0.4006
Si	5.4127	9.5819	21.0809	0.0058	-0.0721	-0.2077
Si	9.925	10.4551	17.3303	0.0017	-0.0216	0.0554
Si	10.338	7.6527	21.5529	-0.0955	-0.0394	-0.5425
Si	10.5341	5.4483	19.6279	0.0018	0.0126	-0.2395
Si	6.5024	5.1054	15.3207	0.0259	0.0165	0.2255
Si	11.7715	8.4014	16.6951	0.012	-0.0244	0.0164
Si	8.5979	0.9769	15.3864	0.0138	0.0223	0.227
Si	5.9718	0.3794	16.714	-0.0247	-0.0092	0.2152
Si	3.5159	5.6819	11.7186	-0.1042	0.0387	0.2048
Si	9.1298	3.8618	14.9733	-0.0593	0.1192	0.2095
Si	4.6928	4.4426	19.9533	0.0471	0.0832	-0.1978
Si	5.8274	7.2964	10.3066	-0.2664	-0.1219	0.0616
Si	12.6418	10.2689	18.5396	-0.0038	-0.0101	-0.1051
Si	7.2535	9.8419	18.6732	0.045	-0.0502	-0.1207
O	8.7593	1.1152	0.2682	-0.365	-0.01	0.1825
O	1.0087	1.9104	-1.2035	0.0134	0.1772	0.25
O	3.1199	1.6094	-2.7971	-0.0511	0.0104	0.1567
O	13.8002	6.1453	21.9022	0.0165	-0.0646	0.0863
O	6.1145	0.8596	-0.2104	0.0283	0.04	0.422
O	9.8338	5.4556	0.3989	-0.2915	-0.178	0.1285
O	1.3818	4.3799	0.2072	0.2123	0.0937	0.2092
O	8.0985	-0.0605	-1.9609	-0.0591	0.0798	0.1249
O	5.9133	2.9661	9.6217	0.0816	0.0393	-0.1239
O	14.4413	1.6322	10.7247	-0.0212	-0.0069	-0.0547
O	3.3585	3.0472	8.654	-0.1001	0.056	0.0978
O	3.2587	4.2655	10.9456	0.0226	0.0718	0.0668
O	0.9938	3.2586	9.7292	-0.155	-0.0294	-0.0182
O	8.5889	2.986	9.6666	0.1892	0.0106	-0.0535
O	9.0289	6.4171	9.5029	0.0075	0.0603	-0.1097
O	13.248	0.9524	12.9567	0.0785	-0.0599	-0.2053
O	8.501	7.001	-1.2628	0.043	-0.0885	0.033
O	8.7918	10.3419	18.5024	-0.0103	-0.0125	0.0169
O	9.7739	6.6888	20.3707	0.0593	0.1305	0.2355
O	8.9228	4.1558	13.3763	-0.0573	-0.008	-0.1889
O	6.3884	8.5176	-1.1959	0.1197	-0.3594	0.2477
O	3.4147	5.2488	13.3062	0.0472	0.1258	-0.2933
O	10.1797	5.643	18.0503	0.0533	0.0276	0.1157
O	12.7313	2.3267	15.3669	0.0505	-0.0798	-0.1185
O	4.421	10.8662	21.3113	-0.0824	0.0319	0.1029
O	0.7661	1.5998	-3.9705	0.0303	-0.0922	0.307
O	10.1464	9.968	-1.0832	0.3621	-0.2616	0.3331
O	12.9198	10.5903	20.1118	-0.086	-0.0743	0.2043
O	11.1578	8.8608	20.8611	0.037	-0.0974	0.0722
O	3.07	4.4028	20.2374	-0.0023	0.0453	0.1095
O	3.3649	2.7803	-0.4052	-0.2405	-0.1687	0.3045
O	7.1706	1.8698	11.6967	0.0746	0.2483	-0.0388
O	8.5785	-0.3187	11.3971	-0.0313	-0.1369	-0.2362
O	5.3163	9.5403	13.3596	-0.0695	0.0823	-0.1348
O	8.1592	0.5467	13.8804	0.0786	0.0803	-0.0909
O	4.1601	0.1369	12.3902	-0.1663	-0.0712	-0.058
O	15.0036	2.5617	14.1065	-0.0395	-0.0441	-0.1008
O	6.8533	5.7386	13.8541	0.093	-0.0458	-0.36
O	2.0947	-0.9133	11.0452	0.1599	-0.2728	-0.2452
O	7.1241	8.3062	18.0906	0.0052	0.0606	0.0098
O	4.8799	3.4228	18.6931	0.0051	-0.0412	0.0478
O	7.1586	4.4517	11.4181	-0.0979	-0.0569	-0.113
O	8.8142	8.7463	10.7807	-0.0548	-0.1743	-0.237
O	12.6438	9.3633	15.6729	0.0406	0.0234	-0.0576
O	6.2795	-0.7697	17.8232	-0.0072	0.0523	-0.011
O	5.1625	5.9648	19.599	-0.0748	-0.0581	0.0846
O	5.1483	4.2353	15.1368	-0.0552	0.0309	-0.1711
O	6.3834	6.1998	16.5123	0.0374	0.0135	-0.0802
O	13.9331	10.6844	17.6036	-0.0904	-0.0967	-0.0387
O	11.8354	6.8249	16.3169	0.0025	0.0403	-0.0105
O	5.1983	3.0453	-2.4236	-0.0033	0.0456	0.1552
O	4.9704	6.4074	11.4781	0.2136	0.1411	-0.1844
O	5.502	-0.3563	15.3403	0.0388	-0.0163	-0.0981
O	6.1105	8.6389	15.6711	-0.0137	0.0702	-0.1089
O	2.3792	6.7262	11.1269	0.0864	0.3485	-0.3251
O	10.2301	8.9677	16.6901	0.0451	0.0322	0.0317
O	4.5817	7.727	17.7097	0.0639	0.0233	0.0089
O	14.2771	6.8604	19.3619	-0.0238	-0.0237	0.1388
O	11.2875	11.0638	18.0208	-0.0134	-0.0388	0.0124
O	9.4612	-0.1969	16.0991	-0.0248	0.0876	-0.1241
O	7.6547	2.5161	-1.7097	0.0027	-0.0766	0.1626
O	4.5296	8.4841	20.2753	0.0213	0.0844	0.1309
O	14.1124	0.1186	15.218	-0.0155	0.0624	-0.13
O	9.9643	4.0213	20.1438	-0.081	-0.0246	0.312
O	10.2645	4.9065	15.4694	-0.0274	-0.0479	-0.1231
O	2.7935	4.2244	-2.5469	0.0364	0.0002	0.1798
O	6.7697	9.9141	20.2266	0.0058	0.0068	0.0639
O	2.6321	4.491	15.7208	0.076	-0.0364	-0.1298
O	8.6055	6.5272	12.099	-0.0045	-0.0022	-0.1295
O	7.7257	4.1317	15.763	0.0468	-0.0345	-0.0997
O	3.0674	9.2712	-1.2326	0.004	-0.1285	0.273
O	6.5243	4.8814	-1.0746	0.0159	0.311	0.1141
O	12.3694	8.6707	18.2102	0.008	0.0786	-0.0681
O	2.5506	6.8284	-0.2206	0.1579	-0.1029	0.4988
O	4.7529	1.2677	17.2862	0.0717	-0.0714	-0.0234
O	15.2141	9.3877	15.5003	0.0451	0.0246	-0.0744
O	9.5271	2.3177	15.2832	-0.0446	-0.0596	-0.0759
O	7.2849	1.2603	16.3331	0.0715	0.0059	-0.077
O	12.1475	5.4377	19.8932	0.0178	0.0252	0.1107
O	14.1166	2.5716	17.669	0.0431	-0.0053	-0.0159
O	12.1344	4.2284	17.1872	0.0099	-0.0054	-0.0256

Results
free energy: -109012.889 eV
free energy less fixed offsets of O -569.03, Si -635.61 eV per atom: 3.931 eV
pressure: -0.48 GPa
stress xx, yy, zz, yz, xz, xy (GPa, positive in tension): 0.64, 0.49, 0.31, -0.33, -0.02, 0.25

The program warned: the cutoff lies below the one the program advises for these potential files.
